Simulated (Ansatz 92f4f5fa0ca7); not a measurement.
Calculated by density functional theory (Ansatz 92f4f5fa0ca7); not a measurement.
Periodic cell of 212 atoms, Si132O80, from a study of silicon, its oxide and their interface. The atomic structure is a simulated model.
Doubt: the cutoff is far below the 930 eV that the study's wrapper takes by default for these files, so forces and energies are approximate.
This geometry differs little from another in the collection (a relaxation step or a small displacement).

Settings: functional PBE; potential files Ansatz PAW; basis plane waves; wave-function cutoff 580 eV; density cutoff ratio 5; exchange-correlation grid ratio 1; k mesh 1 x 1 x 1, Gamma-centred; self-consistency stop 5e-08 eV per atom in the density residual; occupations fixed; spin none; net charge 0.

Cell vectors (angstrom)
a, 10.938, 0, 0
b, 0, 10.938, 0
c, 0, 0, 31.5617

Atoms and the computed forces on them: element, x, y, z (angstrom), force x, y, z (eV/angstrom)
Si, -0.5031, 0.5837, 24.2766, -0.0051, 0.0118, 0.0268
Si, 5.9098, -0.4246, 24.2351, 0.0216, -0.0179, 0.0149
Si, 2.1221, 3.3042, 24.1559, 0.0053, 0.0325, 0.0474
Si, 8.7281, 2.3675, 24.2254, 0.0106, -0.0228, 0.0213
Si, 0.2697, 4.9891, 24.1683, 0.0113, -0.0318, 0.0213
Si, 4.951, 6.0206, 24.0707, -0.0082, 0.0252, 0.0496
Si, 3.1746, 7.7313, 24.0728, 0.0217, -0.0185, 0.0387
Si, 7.7221, 8.8378, 24.1831, -0.0198, 0.007, 0.029
Si, 1.3282, 1.4742, 25.4546, -0.0154, 0.0009, -0.0292
Si, 6.8557, 1.4118, 25.3667, 0.0048, -0.0073, -0.0052
Si, 4.0135, 4.205, 25.3074, -0.0246, -0.0027, -0.0163
Si, 9.5911, 4.0695, 25.5929, 0.0052, 0.0061, -0.0161
Si, 1.3309, 6.8238, 25.2884, 0.0067, 0.001, -0.0023
Si, 6.7895, 6.9272, 25.3063, -0.0019, 0.0048, -0.0158
Si, 4.098, 9.5223, 25.3883, -0.0015, -0.0045, -0.0164
Si, 9.5102, 9.6907, 25.4529, -0.0094, 0.0025, -0.0161
Si, 2.7247, 0.0119, 26.722, 0.0015, -0.0004, 0.0132
Si, 8.1575, 0.068, 26.8384, 0.001, 0.0009, 0.0271
Si, 0.0111, 2.7332, 26.9083, -0.0128, -0.0096, 0.0412
Si, 5.4217, 2.7887, 26.6858, 0.0007, 0.0058, 0.0156
Si, 2.6827, 5.5086, 26.7733, 0.0051, -0.0053, 0.0249
Si, 8.1475, 5.5249, 26.7357, -0.0027, -0.0036, 0.0105
Si, -0.0178, 8.2249, 26.703, -0.0006, -0.0003, 0.0116
Si, 5.4596, 8.2051, 26.8029, 0.0021, -0.0038, 0.0333
Si, 4.1018, 1.3673, 28.1434, 0.0467, 0.0971, -0.5437
Si, 9.5708, 1.3673, 28.1434, -0.1173, -0.0582, 0.8263
Si, 1.3673, 4.1018, 28.1434, 0.2634, 0.3128, 0.6166
Si, 6.8362, 4.1018, 28.1434, -0.2833, 0.1349, -0.4711
Si, 4.1018, 6.8362, 28.1434, -0.1462, -0.0342, 0.1391
Si, 9.5708, 6.8362, 28.1434, -0.0374, 0.1717, -0.447
Si, 1.3673, 9.5708, 28.1434, -0.046, -0.0094, -0.4693
Si, 6.8362, 9.5708, 28.1434, -0.1589, 0.0935, 0.2865
Si, 0, 0, 29.5107, -0.1095, -0.025, 0.0291
Si, 5.469, 0, 29.5107, 0.0456, -0.0585, 0.013
Si, 2.7345, 2.7345, 29.5107, 0.0307, 0.1005, 0.0149
Si, 8.2035, 2.7345, 29.5107, 0.105, -0.0563, 0.0116
Si, 0, 5.469, 29.5107, 0.082, -0.0645, 0.012
Si, 5.469, 5.469, 29.5107, -0.0674, -0.0824, 0.012
Si, 2.7345, 8.2035, 29.5107, 0.0764, -0.0224, -0.0048
Si, 8.2035, 8.2035, 29.5107, 0.0599, 0.0583, 0.0072
Si, 1.3673, 1.3673, 30.8779, 0.013, -0.0066, -0.0112
Si, 6.8362, 1.3673, 30.8779, -0.0421, 0.0497, -0.0279
Si, 4.1018, 4.1018, 30.8779, 0.0324, -0.0373, 0.0125
Si, 9.5708, 4.1018, 30.8779, -0.0612, 0.0493, -0.0332
Si, 1.3673, 6.8362, 30.8779, -0.0737, 0.0701, -0.0262
Si, 6.8362, 6.8362, 30.8779, -0.0341, 0.0075, -0.011
Si, 4.1018, 9.5708, 30.8779, -0.0583, 0.0392, -0.0201
Si, 9.5708, 9.5708, 30.8779, 0.033, -0.0078, 0.0244
Si, 2.7345, 0, 0.6835, 0.0441, -0.0459, 0.0333
Si, 8.2035, 0, 0.6835, -0.0209, 0.0483, 0.0217
Si, 0, 2.7345, 0.6835, -0.0487, 0.0368, -0.0207
Si, 5.469, 2.7345, 0.6835, 0.0311, -0.0318, 0.0204
Si, 2.7345, 5.469, 0.6835, 0.0332, -0.0565, 0.0099
Si, 8.2035, 5.469, 0.6835, 0.0849, -0.0633, 0.0297
Si, 0, 8.2035, 0.6835, 0.0806, -0.0961, 0.0326
Si, 5.469, 8.2035, 0.6835, -0.0098, 0.0454, -0.0157
Si, 4.1018, 1.3673, 2.0507, -0.0411, 0.0846, 0.0094
Si, 9.5708, 1.3673, 2.0507, 0.1013, 0.0246, -0.0476
Si, 1.3673, 4.1018, 2.0507, -0.0791, -0.1023, -0.0282
Si, 6.8362, 4.1018, 2.0507, -0.0707, 0.0366, 0.0024
Si, 4.1018, 6.8362, 2.0507, 0.0608, 0.0619, -0.026
Si, 9.5708, 6.8362, 2.0507, -0.0421, 0.1133, -0.009
Si, 1.3673, 9.5708, 2.0507, -0.0836, 0.0785, -0.0038
Si, 6.8362, 9.5708, 2.0507, -0.0649, -0.1305, -0.0413
Si, 0, 0, 3.418, -0.0277, 0.0577, -0.5796
Si, 5.469, 0, 3.418, -0.0069, -0.2135, 0.4583
Si, 2.7345, 2.7345, 3.418, -0.2, -0.3015, -0.4054
Si, 8.2035, 2.7345, 3.418, 0.081, -0.1117, 0.4481
Si, 0, 5.469, 3.418, 0.1075, -0.1553, 0.3583
Si, 5.469, 5.469, 3.418, 0.2698, 0.1068, -0.2686
Si, 2.7345, 8.2035, 3.418, 0.3033, -0.057, 0.4117
Si, 8.2035, 8.2035, 3.418, 0.0099, -0.0161, -0.6985
Si, 1.4004, 1.2898, 4.7608, -0.0036, 0, -0.0382
Si, 6.8803, 1.2996, 4.8333, -0.0005, 0.0054, -0.0098
Si, 4.0873, 4.1004, 4.7, -0.0046, -0.0014, -0.0552
Si, 9.6096, 4.0665, 4.8407, 0.0064, -0.0039, -0.0153
Si, 1.3943, 6.8224, 4.8178, -0.0063, 0.0131, -0.0122
Si, 6.92, 6.8126, 4.756, 0.009, 0.0082, -0.0272
Si, 4.1535, 9.5189, 4.8785, 0.0013, -0.003, -0.0068
Si, 9.5415, 9.5926, 4.7009, -0.0018, 0.0004, -0.0255
Si, 2.6551, -0.1293, 6.234, 0.0007, 0.0045, 0.0114
Si, 8.2648, -0.0994, 6.2385, 0.0223, -0.0078, 0.0238
Si, 0.0516, 2.6285, 6.158, 0.0216, 0.0076, 0.0331
Si, 5.409, 2.6913, 6.0283, -0.0103, -0.0108, 0.0242
Si, 2.8099, 5.4459, 6.164, 0.0162, -0.0014, 0.0345
Si, 8.2947, 5.501, 6.199, -0.0228, -0.0047, 0.0063
Si, -0.0457, 8.2513, 6.0273, -0.0019, -0.0088, 0.0042
Si, 5.6586, 8.1621, 6.2179, 0.0023, -0.016, 0.0291
Si, 3.561, 1.7758, 7.2267, 0.0074, 0.0141, -0.0165
Si, 10.0739, 0.8469, 7.4336, 0.0103, -0.0219, -0.0204
Si, 1.9148, 3.5543, 7.2511, -0.0286, -0.0074, -0.0373
Si, 6.4073, 4.4816, 7.1458, 0.0081, 0.0168, 0.0029
Si, 4.7384, 6.2827, 7.2829, -0.0001, -0.0017, -0.0409
Si, 9.3322, 7.2723, 7.4702, -0.0093, 0.0374, -0.0012
Si, 0.787, 9.8901, 7.5056, -0.03, 0.0221, -0.005
Si, 7.4946, 8.9956, 7.5874, 0.0112, -0.0221, -0.0268
O, 0.8812, 9.1225, 9.0197, 0.0078, -0.0145, 0.0132
O, 1.8308, 3.6339, 8.9355, -0.0008, 0.0031, 0.0198
O, 9.5572, 1.3778, 8.9301, -0.0017, 0.0046, 0.0255
O, 7.1672, 9.4143, 9.1774, -0.0041, 0.0084, 0.0312
O, 3.5518, 1.5723, 8.9038, 0.0076, -0.0167, 0.0123
O, 4.5824, 6.6875, 8.8835, -0.0122, 0.0048, 0.0334
O, 6.8152, 3.8119, 8.6247, -0.0092, -0.0024, -0.0013
O, 10.2411, 6.9606, 8.8791, 0.0208, -0.0034, 0.0193
O, 2.4501, 2.851, 22.5819, -0.002, -0.0118, -0.0287
O, 5.446, 11.0056, 22.7166, -0.0044, -0.0043, -0.0276
O, 8.5716, 3.0831, 22.7038, -0.0018, 0.0132, -0.0073
O, -0.5712, 5.1768, 22.6955, -0.016, 0, -0.0158
O, 8.2745, 8.7005, 22.6108, -0.0016, -0.0036, -0.0322
O, 2.5294, 4.4605, 15.1119, -0.0009, -0.002, 0.0036
O, 2.7859, 8.0402, 22.4856, -0.0067, 0.0214, -0.0474
O, 10.9716, 11.1054, 22.7811, -0.0006, -0.0033, -0.0188
Si, 2.7297, -6.9464, 18.6701, -0.002, 0.0058, 0.0043
Si, -3.4007, 7.3679, 12.8332, -0.0006, 0.0025, -0.0001
Si, 9.6829, 3.9372, 21.8307, 0.0061, 0.0024, 0.0168
Si, 0.2906, 1.0156, 14.5143, 0.0034, 0.0014, -0.0029
Si, 6.0031, 2.7312, 12.5573, -0.0032, -0.0027, -0.006
Si, 5.0324, 7.3557, 16.309, -0.0021, 0.0004, 0.0014
Si, 1.1043, 7.6075, 12.7376, -0.0061, -0.0004, -0.0082
Si, 7.6598, 8.3999, 21.1271, -0.0074, -0.0015, 0.0306
Si, -1.8218, -0.7095, 19.2845, -0.0038, -0.0034, -0.0002
Si, -4.9711, 3.8702, 9.9852, -0.0037, 0.0068, -0.0303
Si, -8.3714, 8.8448, 21.0794, 0.0001, -0.003, 0.0275
Si, 9.0008, 2.4632, 13.0449, 0.003, -0.0031, -0.0064
Si, -7.2757, 6.9514, 18.9965, -0.0061, -0.0016, 0.0026
Si, 13.475, 6.0752, 14.8674, -0.0036, 0.004, -0.0019
Si, 5.9359, -5.0183, 21.0027, -0.0063, -0.0123, 0.0277
Si, 7.6802, 4.0203, 19.511, 0.0015, 0.0068, 0.0033
Si, 7.0909, 9.4156, 15.114, -0.0017, -0.0008, 0.0015
Si, 0.3968, 0.0088, 21.2166, 0.0083, -0.0044, 0.0228
Si, 14.4718, 6.9853, 10.073, 0.0027, -0.0077, -0.024
Si, 2.2019, 3.1019, 15.9669, -0.0042, 0.0021, 0.0014
Si, -1.055, -1.1279, 16.4073, -0.0021, -0.0057, 0.0016
Si, 5.7119, -0.095, 12.8792, 0.0014, -0.0048, -0.0033
Si, 11.5585, 7.6035, 9.6383, -0.0067, -0.0084, -0.0093
Si, 14.2684, -1.4721, 11.829, -0.0067, -0.0046, -0.0083
Si, 1.7403, 1.0356, 11.6654, 0.0029, -0.001, -0.008
Si, 6.9263, 4.8211, 16.6215, 0.0061, 0.0031, 0.01
Si, 4.8283, -8.3792, 17.1396, 0.0024, 0.0057, 0.005
Si, 5.326, 5.5886, 12.008, -0.0077, 0.0032, -0.011
Si, 5.253, 10.4717, 21.1927, -0.0035, -0.0084, 0.0258
Si, 10.9236, -3.7182, 15.3291, 0.0007, 0.0005, -0.0041
Si, 9.7968, 0.9401, 10.4799, -0.0052, -0.0116, -0.0209
Si, 6.6103, 1.1098, 18.9843, -0.0014, -0.0001, 0.0022
Si, 3.026, 2.8739, 9.7775, -0.0019, 0.0077, -0.0144
Si, -1.9132, -5.7906, 14.2566, -0.0044, -0.0046, 0.0055
Si, -3.2746, -1.2888, 10.7209, 0.0085, 0.002, -0.0214
Si, 1.548, 2.6476, 21.2365, -0.0027, 0.0027, 0.0192
O, 12.0128, -1.4525, 21.0248, -0.0002, 0.0079, 0.007
O, 17.2723, -5.6665, 10.7516, 0.0003, 0.0063, 0.0182
O, -2.1882, -2.1608, 19.9693, 0.0076, 0.0062, -0.0005
O, 4.1618, 3.2219, 18.4853, -0.0007, -0.0013, 0.0028
O, 6.3549, 4.5063, 20.328, 0.0082, -0.0031, 0.0018
O, 3.6045, 2.2254, 16.0927, 0.0006, -0.0008, 0.0029
O, 13.0746, -13.0263, 12.7208, 0.0031, 0.001, 0.0016
O, 0.9848, 2.2245, 15.3562, 0.0005, 0, 0.0035
O, 5.5792, 0.7719, 20.1971, 0.0035, 0.0068, 0.0021
O, 7.6903, 10.8564, 18.8255, 0.0013, 0.0011, 0.0069
O, -0.0213, 2.9351, 21.5222, 0.0033, -0.0043, -0.0014
O, 9.0057, 15.3168, 20.4108, -0.0096, -0.0015, -0.0036
O, -6.7303, -3.2118, 17.6701, -0.0001, -0.001, 0.0018
O, 1.954, 6.3125, 13.3311, 0.0036, -0.0037, 0.0086
O, 3.8861, 17.0148, 11.3994, 0.0007, 0.0004, 0.0044
O, 2.1203, 3.6663, 20.1239, 0.0077, 0.0039, -0.0044
O, 4.8632, 6.648, 20.0412, 0.0007, -0.0038, -0.0015
O, 5.2317, 4.1643, 12.861, 0.0005, -0.0052, 0.0025
O, -9.4419, -4.0578, 15.8489, 0.0012, 0.0005, 0.0016
O, -1.2157, 1.3409, 13.9752, 0.0026, -0.0017, 0.0033
O, 4.0153, 6.7317, 15.1645, 0.0017, -0.0015, 0.0034
O, -0.7285, -2.7195, 16.361, -0.004, 0.0056, 0.0051
O, 11.3232, 7.5188, 11.2675, 0.003, 0.0002, 0.0123
O, 4.3312, -7.0752, 9.8037, 0.0041, -0.0041, 0.0061
O, 2.8679, -0.0436, 11.2453, -0.0015, -0.0002, 0.0038
O, 9.6757, -7.0599, 13.4732, -0.0049, 0.0038, 0.0031
O, 7.5044, 2.4237, 19.3094, -0.0018, -0.0058, 0.0068
O, -2.6386, -0.9377, 16.0363, 0.0014, 0.0013, 0.003
O, -5.8471, 1.4239, 12.9049, -0.002, 0.003, -0.0008
O, 7.4071, 2.5657, 13.368, 0, 0.0012, 0.0016
O, 12.9635, 6.7502, 9.4564, 0.0038, 0.0066, 0.0082
O, 7.8323, 4.7366, 15.2784, 0.0094, 0.0005, -0.0004
O, 1.7215, 3.5102, 17.48, -0.0009, -0.001, 0.0039
O, -0.9942, 0.1685, 20.3788, 0.0008, -0.0077, 0.0028
O, 6.5578, -0.2553, 14.251, 0.0001, -0.0014, 0.0047
O, -0.8616, 21.1304, 17.975, 0.0007, -0.0024, -0.0015
O, 6.1722, -4.6831, 16.6691, 0.0033, -0.0052, 0.0035
O, 5.3194, -5.2772, 22.4866, 0.0079, -0.0007, -0.0546
O, -5.1019, 3.6282, 16.4501, -0.0014, -0.0016, 0.0062
O, -0.782, 5.7998, 15.212, -0.0022, -0.0008, -0.0011
O, 3.7273, -0.9572, 20.9415, 0.0032, -0.0052, 0.0128
O, 6.2708, -1.7086, 20.9204, -0.0034, 0, 0.0008
O, -7.9997, 5.5866, 18.511, 0.0024, 0.0009, 0.0116
O, -2.3923, -4.827, 13.0262, -0.0023, -0.0037, 0.006
O, 2.4367, 2.476, 11.2554, -0.0056, -0.0061, 0.0056
O, 13.5222, -3.0769, 19.7881, 0.0057, -0.0038, -0.0001
O, 9.1068, 10.4173, 10.7425, -0.0039, 0.0055, 0.0083
O, 7.2959, 6.8195, 21.0599, 0.001, 0.0098, 0.0066
O, -3.1475, 4.6892, 18.0144, -0.0093, 0.0009, -0.0032
O, 5.7175, 1.2714, 17.6124, -0.0032, -0.0001, 0.0024
O, 9.2316, 2.1051, 11.4721, -0.0022, 0.0008, 0.0107
O, 1.5363, 12.033, 20.7423, -0.0062, -0.0018, 0.007
O, 5.9977, 6.7953, 12.8642, 0.0038, 0.0017, 0.0024
O, 4.5602, -1.2364, 12.8624, 0.009, 0.0055, 0.0018
O, 6.3604, 13.5719, 10.9578, 0.0006, -0.003, 0.0105
O, -4.3183, -11.271, 11.5364, -0.0056, 0.0007, 0.0086
O, 1.3004, -10.1016, 13.2281, -0.0075, 0.0009, 0.0131
O, 5.818, 8.7225, 15.8705, -0.0008, 0.0025, 0.0021
O, 3.7207, -2.3998, 10.5506, -0.0008, 0.0076, 0.0098
O, 0.454, 0.784, 10.7114, 0.0007, 0.0023, 0.0072
O, 7.8214, -2.7445, 11.4558, -0.003, -0.0027, 0.0088
O, 0.02, 10.6559, 15.4865, -0.0014, 0.0009, 0.005
O, -0.038, 7.936, 13.8477, -0.0004, -0.003, 0.0061
O, 7.7642, -2.6205, 14.1228, -0.0031, 0.0015, 0.0014

Results
free energy: -129411.628 eV
free energy less fixed offsets of O -568.88, Si -635.61 eV per atom: -0.708 eV

The program warned: the cutoff lies below the one the program advises for these potential files; the exchange-correlation potential is rough where the density is thin.
